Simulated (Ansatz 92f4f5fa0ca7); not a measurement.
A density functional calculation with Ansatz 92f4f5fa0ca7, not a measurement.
Periodic cell of 168 atoms, Si98O70, from a study of silicon, its oxide and their interface. The atomic structure is a simulated model.

Settings: functional r2SCAN; potential files Ansatz norm-conserving; basis plane waves; wave-function cutoff 1300 eV; density cutoff ratio 4; exchange-correlation grid ratio 1; k mesh 2 x 2 x 1, shifted by 0.5 0.5 0.5 of a step; self-consistency stop 5e-08 eV per atom in the density residual; occupations Fermi-Dirac, 0.05 eV; spin none; net charge 0.

Cell vectors (angstrom)
a  11.54  0  0
b  0  11.54  0
c  0  0  21.7914

Atoms and the computed forces on them: element, x, y, z (angstrom), force x, y, z (eV/angstrom)
Si  -0.2443  -0.2854  -0.2212  1.1128  1.7327  -1.7096
Si  -0.1394  3.8666  -0.0383  1.5923  0.9033  -0.5641
Si  -0.1374  8.1224  -0.1195  -0.7621  0.9639  -3.1586
Si  3.9746  -0.1071  0.0595  -0.5873  0.6803  -0.5815
Si  3.8178  4.1992  0.0093  1.2343  0.1751  0.1303
Si  4.0157  7.3642  -0.1515  -0.9898  -0.8205  0.2218
Si  7.5596  -0.1643  -0.001  -1.0343  2.5933  -1.2068
Si  7.7972  3.1472  -0.2221  0.0633  -1.5577  0.2832
Si  7.686  8.3582  -0.3228  0.6705  -1.6821  -0.1651
Si  1.8606  0.0037  1.0446  -0.7071  0.4061  1.307
Si  1.9789  3.9516  1.3688  -1.773  -0.9759  -0.0486
Si  1.8962  7.9408  1.0339  0.7508  -0.5102  0.9144
Si  5.7264  -0.1744  1.5136  0.5222  -0.8693  -0.4317
Si  5.9478  3.6887  1.2065  -1.0537  -1.4631  -1.0159
Si  5.8561  7.707  1.2346  0.0419  0.0669  -0.2897
Si  9.4036  -0.0476  1.1912  1.6972  0.6605  0.9699
Si  9.6584  3.4667  1.462  -1.1678  1.9104  -2.3126
Si  9.4537  7.7436  1.227  0.3537  -0.578  -0.6006
Si  1.8078  1.8303  2.6598  1.2728  0.6898  -0.5041
Si  1.7893  6.0087  2.5776  -0.2537  -0.2353  0.0476
Si  1.762  9.776  2.7186  -0.4903  -0.4156  -0.5112
Si  5.8263  1.7583  2.7427  -0.247  0.9338  0.3963
Si  5.8288  5.5542  2.4279  0.0835  1.9914  1.3116
Si  5.5457  9.4433  2.7936  0.3594  0.4692  1.3716
Si  9.6186  1.7241  2.7646  -0.0006  -1.4894  0.2904
Si  9.474  5.6037  2.5743  -1.1711  0.8042  -0.8638
Si  9.1839  9.6153  2.5428  1.5635  0.0167  0.7047
Si  -0.0533  1.9754  4.0771  0.8382  1.2446  -0.0828
Si  -0.3237  5.9453  3.9646  2.7387  0.2915  0.7351
Si  -0.4392  9.8471  3.9533  1.4547  -0.2385  0.178
Si  3.8621  1.8446  4.1623  -0.6447  -1.0959  -1.435
Si  3.847  5.6994  3.9161  -0.5617  1.0672  -1.221
Si  3.597  9.6013  4.3191  0.715  -0.9654  -1.9022
Si  7.7902  1.7194  4.1401  -0.6922  -0.9417  -0.2041
Si  7.5707  5.8017  3.9951  0.7186  -1.7518  -0.3251
Si  7.6259  9.5662  4.2165  -1.2677  0.1466  0.1615
Si  -0.0329  0.2032  5.433  -1.1194  -1.5774  0.393
Si  0.3602  4.047  5.3465  -1.2967  -0.4512  -0.2308
Si  -0.2034  7.9406  5.4143  0.2908  -0.9569  -0.5595
Si  3.7958  -0.0786  5.6206  -0.5815  1.2176  -0.1143
Si  4.0573  3.8463  5.2172  1.4844  -0.2721  1.0275
Si  3.7185  7.5142  5.4534  1.1472  0.8724  0.2306
Si  7.7998  -0.0686  5.7817  -0.8434  -0.1168  -2.162
Si  8.0637  3.6619  5.2186  -1.1147  2.1333  1.1305
Si  7.6585  7.5672  5.4572  -0.2489  0.4668  1.1516
Si  1.6988  -0.021  6.9127  0.7584  1.6613  -0.1532
Si  2.3487  3.8868  6.671  -1.9696  1.0198  1.4747
Si  1.8193  7.848  6.724  -0.2766  -0.6176  0.2405
Si  5.7482  0.0395  6.8168  -0.3923  -1.5179  0.5387
Si  6.1128  3.8005  6.6543  -0.4689  -0.5393  -0.2324
Si  5.7114  7.5919  7.0078  0.1211  0.3318  -0.4695
Si  9.6801  -0.0331  7.0474  1.6923  1.1066  -0.715
Si  9.9039  3.9001  6.7003  0.5024  -1.1231  0.5092
Si  9.5853  7.5631  6.9192  -0.998  -0.7603  -0.6053
Si  1.8678  2.1057  8.2681  1.0166  -1.0928  -0.8099
Si  2.2674  5.9537  8.1236  -0.9979  -0.5813  0.189
Si  1.4359  9.7043  8.2053  -0.4186  -0.7746  0.4223
Si  5.8242  1.8684  8.1245  0.1644  1.3245  -1.8021
Si  6.0199  5.5242  8.2656  -0.801  0.4558  -0.1417
Si  5.4638  9.6819  8.3343  1.3921  0.1365  -1.4843
Si  9.8154  1.9503  8.3503  -0.268  1.2848  -0.5735
Si  9.7402  5.563  8.3344  -0.2498  0.5321  0.8684
Si  9.4475  9.5235  8.0757  -1.3144  -0.087  0.535
Si  0.1539  2.1397  9.8336  0.0046  -1.3411  3.5399
Si  0.254  6.1125  9.5386  0.9102  1.2121  0.3647
Si  -0.5864  9.1141  9.6542  1.1142  -1.4875  1.5878
Si  3.9723  1.9762  9.3958  -0.0513  1.6427  1.2821
Si  4.1037  5.1402  9.6187  0.1558  0.0226  -1.9583
Si  3.3672  9.5569  9.3625  0.4167  0.5138  -0.7505
Si  7.7155  1.9666  9.3692  0.0721  1.7806  0.3737
Si  7.7092  5.1137  9.8443  0.4134  -0.5691  1.271
Si  7.5966  10.299  9.4095  -1.3987  0.898  0.4712
Si  -2.3374  0.4376  14.2312  -4.1058  0.8827  1.3309
Si  2.1278  10.5515  13.38  -1.3406  -0.7412  0.9944
Si  5.3521  -5.9782  14.7974  -3.7446  0.6632  -0.6193
Si  6.791  4.7335  16.8703  -0.5531  0.2454  -0.6309
Si  3.8164  -2.2295  19.4475  0.4375  -1.2695  -0.9858
Si  11.2093  11.1123  11.7494  -3.0504  -1.1379  -0.0502
Si  3.8261  0.9095  17.1342  -2.0772  3.2021  -1.6939
Si  0.0617  4.5091  11.8139  1.3195  1.7651  0.5344
Si  3.9711  -7.7573  16.5046  -1.7878  -2.0313  2.523
Si  15.7376  11.544  11.7186  1.4698  0.3114  -2.9312
Si  2.8997  7.3819  13.8953  0.7273  2.2443  0.6227
Si  6.2206  9.3969  11.9411  -2.4251  0.4703  1.9819
Si  3.7823  -4.099  11.1931  -0.182  -0.7489  0.646
Si  9.8623  7.8909  14.446  2.1456  -0.287  0.1799
Si  8.2769  5.5866  19.5414  -1.8818  1.0717  -1.076
Si  7.4251  9.4782  14.7871  -1.9871  -0.2891  -0.3399
Si  11.4999  10.5089  15.3342  -2.8153  -2.5131  1.2197
Si  7.7692  3.5163  14.4621  0.4645  0.6211  -1.084
Si  1.108  4.0929  17.5885  3.8661  -0.4082  -2.5729
Si  0.6256  13.4347  19.5145  -0.9103  0.9178  -0.7629
Si  -9.4618  10.1653  17.3754  1.3572  -0.8367  -1.0956
Si  8.9378  5.7578  12.4052  -0.7028  -0.7614  3.249
Si  4.9649  9.9763  16.6461  -1.7447  -0.4876  1.4058
Si  0.4971  17.1657  14.8023  -1.0891  0.3142  0.7169
Si  11.2703  6.0173  19.666  -1.2634  0.1611  -2.9252
Si  3.6761  13.5914  19.7918  2.3009  0.2599  1.4484
O  -0.1261  0.5446  -1.8141  -0.4562  -1.1443  1.7767
O  0.7332  5.2427  -3.2337  -1.816  2.7366  2.8074
O  -1.7703  5.6586  -2.7616  1.684  0.3382  0.4017
O  -0.2533  7.6354  -1.9001  0.9584  -0.8693  2.3995
O  -5.2902  9.3342  -5.8383  0.0381  0.2715  -0.4171
O  -0.3701  9.7271  -0.6153  0.3182  -1.6424  0.4693
O  4.4328  1.2079  -0.774  -0.5471  1.1454  -0.4142
O  3.8143  3.6234  -1.5053  -0.0683  -2.2576  -1.0514
O  5.3941  4.0045  -4.4628  0.2372  -0.3548  -1.3735
O  8.0556  4.1755  -1.4763  -0.4292  -0.1493  0.7422
O  3.8544  5.7582  -0.4329  0.0948  0.7883  1.0031
O  4.2795  7.796  -1.7042  -1.0045  3.055  -1.1065
O  3.3643  9.5531  -5.3958  -0.8176  0.2478  -0.0103
O  7.5325  1.5018  -0.7604  0.4431  -0.0459  1.2029
O  11.3569  5.4694  -0.6421  0.1702  -1.7812  2.0156
O  7.8742  6.9666  -1.3343  -0.2647  -0.0698  -0.6836
O  4.9404  9.7322  -3.4967  -0.0638  -0.2213  0.6365
O  1.0953  5.2585  10.7328  -2.3663  0.5188  0.1335
O  3.5148  -0.9971  10.6029  -0.0975  0.7233  1.1523
O  0.2401  12.1501  10.6511  -0.8379  1.4388  -0.8794
O  -1.4512  5.1286  11.4656  1.852  -0.6034  0.7376
O  4.9791  8.3422  11.6263  2.5131  2.3695  0.1404
O  12.6963  11.1057  14.5541  1.9693  1.8714  0.1068
O  4.4153  5.9978  10.9527  -0.0884  -1.2433  -0.545
O  7.6451  5.8023  11.4715  -0.3157  -0.2113  -2.8415
O  6.1828  4.2539  14.2212  0.7065  -0.6422  -0.7782
O  3.0908  11.6841  12.8235  0.4754  0.8375  1.4691
O  4.5283  12.8896  10.817  -1.0672  -1.1477  0.8399
O  -1.2755  9.8987  10.9377  2.3604  2.2348  0.778
O  7.6594  11.9631  9.9066  0.3377  -2.0388  0.2797
O  7.5325  3.4804  10.2656  0.6176  -1.136  -1.1396
O  9.1571  7.264  13.096  0.3982  -0.8762  -0.7536
O  3.8491  4.8783  15.3571  2.1424  0.4775  -1.1023
O  10.9795  9.1635  14.4572  -0.4593  -0.6124  0.1903
O  7.3065  9.5179  10.8102  1.1351  -0.6314  0.1574
O  -3.1691  1.9941  14.0674  0.5788  -0.7802  0.7962
O  -0.9475  6.5024  14.9949  1.3341  -0.0949  0.2793
O  16.0838  6.9584  14.1547  -0.9142  -1.1962  0.4505
O  3.6909  2.1868  15.9772  0.2725  0.6303  2.2926
O  5.6107  -0.5899  12.2174  -0.2414  -1.2842  -0.4816
O  4.4634  1.4872  18.4703  -0.2586  1.2417  1.4162
O  1.643  6.7642  14.7508  1.976  0.8014  -0.4528
O  3.9247  3.5647  9.8934  -0.3547  0.4669  0.137
O  9.9884  0.0427  12.9341  2.7005  -0.1708  -3.4557
O  7.864  -0.5422  14.5988  1.1281  1.3526  -0.9772
O  14.2495  7.2211  12.3378  -1.0404  -1.1692  -1.026
O  6.6707  8.9236  13.4059  1.7249  0.2234  1.1532
O  -0.2528  3.0841  20.2721  1.0767  -0.3225  1.4269
O  0.518  4.9107  13.3398  -0.7979  -0.5862  -0.4183
O  0.7136  2.5888  17.9845  -1.3882  -1.0373  0.9042
O  8.7449  4.54  13.6428  -0.0784  1.5462  -1.4135
O  -3.6926  3.6985  16.0693  -0.9218  0.9457  0.9151
O  12.5434  -1.1139  12.2729  -1.5575  -0.6088  -1.5253
O  17.8576  -5.4383  15.9503  0.6169  -1.3419  0.5324
O  2.2909  9.3601  18.7481  1.3584  -0.6424  1.2215
O  0.5997  9.9183  16.7743  -0.5271  0.9812  -1.0323
O  11.2463  -3.9412  10.3902  0.6903  -0.5113  -2.74
O  2.8215  15.5711  17.7125  -0.7669  -0.1434  -1.6815
O  0.3624  2.9929  11.4464  -1.3656  -1.7841  -2.4528
O  0.8252  4.5358  16.0003  -0.9836  0.4166  0.0343
O  2.3912  11.7496  17.6906  1.3668  -0.3671  -2.1473
O  2.168  13.1234  19.8344  -0.8568  0.5653  0.7206
O  7.3928  5.4379  18.1143  1.7988  0.8088  3.3601
O  3.7528  10.3631  20.6544  0.3715  -1.0157  -0.0184
O  7.7566  9.9951  20.8544  -0.6099  -1.5684  0.711
O  10.17  11.5409  15.4529  2.1789  -0.1521  0.6567
O  14.6426  -3.4998  9.8707  -0.0284  -0.617  0.3731
O  8.7068  -2.904  15.2792  -0.9018  -0.9388  0.0704
O  14.2174  9.1249  13.725  1.4552  -2.0286  1.4709
O  4.8343  23.1064  16.3228  1.5604  -1.521  -0.2509

Results
free energy: -44009.655 eV
free energy less fixed offsets of O -463.61, Si -117.95 eV per atom: 2.145 eV
pressure: -3.49 GPa
stress xx, yy, zz, yz, xz, xy (GPa, positive in tension): 2.79, 4.67, 3, -0.35, -0.72, -1.11
